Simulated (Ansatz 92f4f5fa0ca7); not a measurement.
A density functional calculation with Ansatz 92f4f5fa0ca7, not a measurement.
Periodic cell of 237 atoms, Si142O89As6, from a study of silicon, its oxide and their interface. The atomic structure is a simulated model.
Doubt: the cutoff is far below the 930 eV that the study's wrapper takes by default for these files, so forces and energies are approximate.
This geometry differs little from another in the collection (a relaxation step or a small displacement).

Settings
functional: PBE
potential files: Ansatz PAW
basis: plane waves
wave-function cutoff: 580 eV
density cutoff ratio: 5
exchange-correlation grid ratio: 1
k mesh: 1 x 1 x 1, Gamma-centred
self-consistency stop: 5e-08 eV per atom in the density residual
occupations: fixed
spin: none
net charge: 0

Cell vectors (angstrom)
a	11.6015	0	0
b	0	10.938	0
c	0	0	32.8483

Atoms and the computed forces on them: element, x, y, z (angstrom), force x, y, z (eV/angstrom)
Si	0.1876	0.1293	24.1667	-0.0032	-0.0081	-0.0094
Si	3.7568	-0.1549	24.2077	-0.0127	-0.0132	-0.0033
Si	7.744	0.2361	23.8906	-0.0087	-0.0035	-0.0088
Si	2.1388	1.5347	24.1587	0.0055	0.0083	-0.0132
Si	5.6677	1.311	24.1539	0.0033	0.012	-0.0077
Si	9.7893	1.4696	24.0772	0.0104	0.0122	-0.001
As	0.1373	5.3322	23.9996	-0.0036	-0.0079	0.0064
Si	3.9591	5.5397	24.3049	-0.0124	-0.0105	0.0045
As	7.9453	5.2146	24.1089	-0.0007	-0.0039	-0.0022
As	2.0299	6.9862	24.1034	0.0034	0.0101	-0.0025
Si	6.0483	6.6828	24.1644	0.0079	0.0006	-0.0077
Si	9.8138	6.7889	24.2179	0.0075	-0.0023	-0.0005
Si	1.9803	2.8211	26.1223	0.0016	0.0039	0.01
Si	5.8206	2.6769	26.1234	0.0074	0.0026	0.0074
Si	9.7482	2.7244	26.1012	0.001	0.0029	0.0039
Si	0.0377	4.1628	26.1031	-0.005	-0.002	-0.0152
Si	3.9382	4.1165	26.1765	-0.0014	-0.0038	-0.0084
Si	7.7939	4.0344	26.1568	-0.0007	-0.0073	-0.0065
Si	1.9797	8.1828	26.1666	0.0007	0.0018	-0.0058
Si	5.942	8.2206	25.9827	-0.0075	0.0071	-0.0012
Si	9.7531	8.299	26.0305	0.0032	0.0038	-0.0049
Si	0.1116	9.6566	26.1087	0.0017	-0.0074	0.0092
Si	3.9402	9.4789	26.1239	0.0015	0.0002	0.0074
Si	7.8112	9.6805	25.8825	-0.0001	-0.0021	0.0114
Si	0.0523	0.0244	28.0548	0.0009	0.0065	-0.0045
Si	3.915	-0.0141	28.0121	0.0008	-0.0034	-0.0088
Si	7.7873	-0.019	27.9564	-0.0013	0.0055	-0.0073
Si	1.985	1.3707	28.0096	-0.0018	-0.0031	-0.0065
Si	5.8531	1.3323	28.0474	0.0015	-0.0033	-0.0064
Si	9.7129	1.3551	28.0244	-0.0023	-0.006	-0.0101
Si	0.0072	5.4998	28.0339	-0.0012	-0.0025	-0.0045
Si	3.928	5.5177	28.0524	0.0026	0.0045	-0.0039
Si	7.7753	5.4733	28.0227	-0.0026	-0.001	0.0022
Si	1.9573	6.8186	28.0572	-0.0006	0.0064	-0.0039
Si	5.8726	6.8708	27.974	-0.0007	-0.0012	-0.0038
Si	9.6895	6.8851	27.9761	0.0008	-0.0039	-0.0025
Si	1.9336	2.7345	29.949	0.0868	0.0784	-0.1032
Si	5.8008	2.7345	29.949	0.045	0.0179	0.0557
Si	9.6679	2.7345	29.949	0.0081	0.0215	-0.0057
Si	0	4.1018	29.949	-0.0721	-0.0301	0.008
Si	3.8672	4.1018	29.949	0.0963	0.0435	0.1082
Si	7.7343	4.1018	29.949	0.0548	0.0402	0.0787
Si	1.9336	8.2035	29.949	0.0084	0.0579	0.1934
Si	5.8008	8.2035	29.949	0.1094	0.0486	-0.1645
Si	9.6679	8.2035	29.949	-0.0592	0.0941	-0.0308
Si	0	9.5708	29.949	0.0691	-0.0915	0.1278
Si	3.8672	9.5708	29.949	-0.0071	-0.0178	-0.0077
Si	7.7343	9.5708	29.949	0.0735	-0.0382	-0.2626
Si	0	0	31.8826	-0.0181	0.0598	0.0173
Si	3.8672	0	31.8826	0.0287	-0.0472	-0.0754
Si	7.7343	0	31.8826	0.0026	0.0924	-0.0873
Si	1.9336	1.3673	31.8826	-0.0066	-0.0428	0.0247
Si	5.8008	1.3673	31.8826	0.019	-0.0516	0.0477
Si	9.6679	1.3673	31.8826	0.0027	-0.0272	0.0002
Si	0	5.469	31.8826	-0.0037	0.0788	0.0761
Si	3.8672	5.469	31.8826	-0.0139	0.0419	0.0467
Si	7.7343	5.469	31.8826	0.0092	0.0134	0.036
Si	1.9336	6.8362	31.8826	0.0139	0.0246	0.0062
Si	5.8008	6.8362	31.8826	-0.0279	-0.0313	-0.0573
Si	9.6679	6.8362	31.8826	0.0098	-0.119	-0.0137
Si	1.9336	2.7345	0.9679	-0.1361	0.0653	-0.0884
Si	5.8008	2.7345	0.9679	-0.0625	0.1365	0.0674
Si	9.6679	2.7345	0.9679	0.0219	0.016	-0.0885
Si	0	4.1018	0.9679	-0.0689	0.0232	0.2487
Si	3.8672	4.1018	0.9679	0.0077	-0.0964	0.1414
Si	7.7343	4.1018	0.9679	0.0534	-0.0679	-0.0558
Si	1.9336	8.2035	0.9679	-0.0315	-0.0648	-0.0387
Si	5.8008	8.2035	0.9679	0.0579	-0.0188	-0.1082
Si	9.6679	8.2035	0.9679	-0.036	-0.0238	0.3052
Si	0	9.5708	0.9679	0.0215	-0.0628	0.2024
Si	3.8672	9.5708	0.9679	-0.1348	-0.0206	-0.2972
Si	7.7343	9.5708	0.9679	-0.0496	-0.0317	-0.0675
Si	-0.0538	-0.0347	2.9452	-0.0008	0.0007	0.0085
Si	3.7991	0.066	2.8106	-0.0009	0.0016	0.0087
Si	7.6797	0.0332	2.8734	-0.0061	-0.0034	0.005
Si	1.8452	1.3916	2.9031	0.0016	-0.0057	0.0051
Si	5.7374	1.3802	2.9088	0.0024	0.0003	0.0017
Si	9.6454	1.3512	2.8826	-0.0029	0.0042	-0.0001
Si	-0.0342	5.4593	2.9552	0.0018	0.0034	0.0041
Si	3.8453	5.4466	2.9307	-0.0026	0.0031	0.0029
Si	7.7301	5.4318	2.9127	0.0027	0.0024	0.0064
Si	1.9083	6.8104	2.8878	-0.0005	-0.0008	0.0024
Si	5.7932	6.779	2.8506	-0.0024	-0.0046	0.0074
Si	9.6394	6.8391	2.9591	-0.0018	-0.0053	0.0033
Si	1.8613	2.7876	4.8274	-0.0026	0.0031	-0.0032
Si	5.7171	2.6603	4.9116	0.0061	-0.0006	0.0016
Si	9.6845	2.6718	4.8258	0.0073	-0.0037	0.0028
Si	-0.0828	4.1788	4.9877	-0.0007	0.0039	-0.0034
Si	3.8107	4.1228	4.9263	-0.0019	0.0019	-0.0029
Si	7.6838	3.9358	4.7681	-0.0073	-0.0005	-0.0072
Si	1.8954	8.223	4.7619	0.0285	0.0027	-0.0034
Si	5.7259	8.1866	4.713	0.0052	0.0001	-0.011
Si	9.5296	8.2142	4.9362	-0.0021	0.0052	-0.006
Si	-0.0681	9.5289	4.9221	-0.0093	0.002	-0.0033
Si	3.8491	9.5598	4.6207	-0.0114	-0.0059	-0.0004
Si	7.6477	9.6108	4.7799	0.0044	0.0031	-0.0006
Si	0.0423	-0.027	6.8634	-0.0096	0.005	-0.0073
Si	3.9415	-0.1181	6.5688	-0.0108	-0.0104	-0.0018
As	7.8322	-0.1755	6.882	-0.0004	-0.0059	0.0036
Si	2.0378	1.2743	6.6253	0.0127	0.0004	0.0024
Si	5.9168	1.2795	6.8751	0.0063	0.0125	0.0012
As	9.728	1.4626	6.8942	-0.0018	0	0.0038
Si	-0.2182	5.8328	6.8416	0.0014	-0.0108	0.0063
Si	3.5665	5.5234	6.8837	-0.006	-0.0024	-0.003
Si	7.4198	5.3075	6.6172	-0.009	-0.0102	0.0017
As	1.7842	7.1625	6.8845	0.003	0.0015	-0.0023
Si	5.614	6.8071	6.6316	-0.0069	0.0096	0.0045
Si	9.2053	6.8162	6.9014	0.011	0.0069	0.0075
O	6.1264	7.8767	7.826	-0.0023	-0.0056	-0.0023
O	11.5959	10.1026	8.3418	-0.0045	-0.002	-0.0007
O	6.0744	2.2021	8.2855	-0.0034	-0.0031	-0.0039
O	3.6335	9.5431	7.6269	0.0008	-0.0056	-0.0101
O	3.349	4.5895	8.2779	0	-0.0041	0.0016
O	-0.064	5.4483	8.4328	0.0029	-0.0137	0.0342
O	8.6957	7.4013	8.4408	0.0032	-0.0062	-0.0124
O	2.3315	2.1289	8.0069	0.0131	0.0297	0.0289
O	7.1712	4.6003	8.1168	0.0003	0.0086	-0.0068
O	9.9482	2.6132	22.8225	-0.0043	-0.008	0.0015
O	-1.6501	11.3882	21.407	-0.0015	-0.0007	-0.0007
O	5.3467	2.4269	22.9498	0.0048	-0.0081	0.0022
O	3.2661	9.8016	22.9014	0.0038	0.0043	0.0034
O	3.8246	4.6876	22.89	0.0014	0.0022	-0.007
O	7.6109	10.5836	22.312	-0.0013	-0.0009	0.0058
O	6.2647	7.2746	22.6007	-0.0016	0.0025	0.0016
O	1.8431	0.0081	21.0175	-0.0003	0.0029	-0.0015
O	9.7577	7.706	22.8188	-0.0038	0.0011	0.0003
Si	12.219	9.7039	9.8068	-0.0022	-0.0012	0.008
Si	0.3291	10.0761	17.9099	-0.0029	0.0013	-0.0026
Si	1.0686	12.177	16.0774	-0.0024	0.0008	-0.0017
Si	9.5057	13.9442	10.6159	-0.0005	-0.0084	-0.0023
Si	-3.7374	13.4395	16.1211	-0.002	-0.0017	-0.0038
Si	6.7231	6.5214	21.2134	-0.0022	-0.0015	-0.0009
Si	10.2485	2.0648	21.307	0.0001	0.0024	-0.0028
Si	2.9603	2.0957	11.7019	-0.0008	-0.0023	0.0028
Si	5.6681	0.9874	12.5539	-0.0007	-0.0008	0.0038
Si	-7.5813	3.169	22.3277	-0.0028	0.0046	-0.0022
Si	7.0068	3.3033	9.0817	-0.0015	-0.0092	0.0052
Si	-5.8434	3.9517	20.0938	-0.0026	0.0002	0.0022
Si	8.5733	-0.3199	20.9788	0.0018	0.0006	-0.0053
Si	-6.7782	1.5882	16.1856	-0.0002	-0.0021	-0.0005
Si	-7.9348	9.4943	9.2507	0.0088	0.0019	0.0038
Si	-1.5608	0.8603	14.6234	-0.005	-0.002	0.0032
Si	6.2266	10.1315	10.511	-0.0027	0.0024	-0.0027
Si	2.6125	3.3295	9.0402	-0.0174	-0.0214	-0.0073
Si	1.1243	1.1135	20.0938	0.0002	-0.0007	0.0019
Si	8.1263	2.0697	19.2211	-0.0001	0.0019	-0.0033
Si	1.8472	9.7112	22.0622	0.0024	-0.0073	-0.0054
Si	2.6875	2.7268	18.1208	-0.0006	0.0015	-0.0027
Si	-6.676	-1.0183	14.7351	0.0004	-0.002	0.0033
Si	6.8944	7.7681	16.0888	-0.001	0.0004	-0.0003
Si	-0.0922	0.9874	11.7176	0.0001	-0.0044	0.0014
Si	5.1601	-3.3008	11.0179	-0.0006	0.0015	-0.001
Si	0.8313	7.7383	19.9497	0.0047	0.0009	0.0044
Si	2.4419	5.9033	18.2092	-0.0021	-0.0002	0.0004
Si	9.5133	-3.2395	21.1961	-0.0009	-0.004	-0.0001
Si	-3.7194	16.1825	14.4638	-0.0004	-0.001	0.0014
Si	7.0663	3.5697	12.0976	-0.0045	0.0018	0.0022
Si	7.2286	7.851	9.0369	-0.0005	0.0068	0.0065
Si	-0.916	6.6562	14.1143	-0.0016	-0.002	0.0032
Si	2.8661	2.9185	14.4358	0.0002	0.0007	0.0042
Si	-8.3271	7.6836	13.2642	0.0027	-0.001	0.0047
Si	-1.8732	9.0564	15.9425	-0.0005	-0.0012	-0.0018
Si	5.3796	6.5079	18.6084	0.0025	0.0009	-0.0004
Si	0.5943	7.3351	11.5982	-0.0003	-0.0009	0.0054
Si	1.8531	5.7584	15.2426	-0.003	-0.0046	-0.0017
Si	0.1443	4.8699	9.923	0.0161	-0.01	-0.0249
O	7.7756	4.0619	15.6084	-0.0011	-0.0026	-0.0017
O	-5.7503	-0.0678	13.7723	-0.0021	0.0011	-0.003
O	8.501	2.3483	17.643	-0.0007	-0.002	0.0009
O	3.4789	2.7417	10.2939	-0.0132	0.007	-0.0076
O	0.8329	-5.1166	11.0469	-0.0057	-0.0092	-0.0081
O	1.466	1.453	11.7151	-0.0008	0.0036	-0.0042
O	-9.3718	-0.9207	9.8151	-0.0082	0.0036	0.0021
O	9.4416	16.5426	14.1156	0.0011	-0.002	-0.0026
O	-3.1013	2.6889	9.3678	0.0047	0.005	0.002
O	5.7341	9.0446	11.6325	-0.0007	-0.001	-0.0005
O	6.4247	1.7629	16.2931	0.0009	0.001	-0.0013
O	-7.2443	2.5562	14.9599	-0.0054	-0.0008	-0.0012
O	10.7451	1.0342	13.159	-0.0005	-0.0005	-0.0015
O	-0.9638	12.8062	10.6751	-0.0043	0.0036	-0.0019
O	1.3079	10.6669	16.7097	-0.0008	-0.0016	0.0009
O	0.9345	8.7873	18.6934	0.0004	0.0003	-0.0048
O	-0.6971	7.3838	20.4113	-0.006	-0.001	-0.0023
O	4.4089	6.9471	12.2914	0.0007	-0.0023	-0.0031
O	4.9001	10.512	9.6236	0.0018	-0.0007	0.0006
O	-4.4356	6.5879	15.0132	-0.0008	-0.0003	-0.0007
O	-2.8918	12.6824	14.9388	0.0026	-0.0032	-0.0012
O	8.9567	9.104	20.5908	-0.002	0.0016	-0.0036
O	8.3304	6.6173	20.8979	0.0013	0.0021	-0.0025
O	5.8385	-3.7312	20.0169	-0.0006	-0.0003	-0.0044
O	6.18	13.4169	12.9127	-0.0017	-0.0005	-0.0036
O	9.6513	-0.7108	14.8093	0.0019	0.0033	-0.0025
O	7.0984	4.8805	13.0667	-0.0007	-0.0001	-0.004
O	-8.8305	4.3228	18.3494	-0.0001	-0.0028	-0.0023
O	-1.1054	7.7924	15.2638	-0.0003	0.0002	-0.0017
O	1.4217	2.4081	17.1442	0.0002	0.0003	-0.0017
O	4.3708	3.3418	20.7303	0.0006	-0.0012	-0.0042
O	0.2148	2.1956	20.9187	-0.0018	-0.0013	-0.003
O	-4.2121	9.3904	9.6309	-0.0005	-0.0032	-0.0006
O	6.4522	-7.1647	10.5716	-0.0012	0.001	0.0014
O	6.6643	11.4672	11.3088	-0.0007	-0.0005	-0.0013
O	-0.0999	-0.4942	11.0671	0.0006	0.0011	-0.0006
O	-5.28	7.0998	17.4431	-0.0009	-0.0003	-0.0028
O	1.9123	-3.0256	12.3828	-0.0049	-0.0017	-0.0063
O	4.3862	0.0259	15.892	0.0007	0.0005	-0.002
O	-0.5072	12.308	15.7477	-0.0013	-0.0018	-0.0037
O	-8.6285	6.6801	14.5033	-0.0009	-0.0021	-0.0015
O	2.3674	12.8767	19.4883	0.0001	0.0005	-0.0032
O	2.3492	4.2203	15.2305	0.0004	0.0013	-0.0025
O	6.7059	-8.2082	19.6303	0.0007	-0.0021	-0.0039
O	6.4723	6.9614	10.2522	-0.0001	-0.0011	-0.0031
O	-3.6109	0.4767	19.6618	-0.0007	-0.0015	-0.0011
O	2.9192	3.262	12.8505	0	-0.0009	-0.0017
O	-1.0936	-1.3233	17.2621	0.0016	0.0003	-0.0014
O	12.1138	-1.0529	23.0098	-0.0025	0.0044	0.0028
O	-5.7819	8.7904	15.4586	0	-0.001	-0.0036
O	1.9378	1.5822	14.7333	0.0006	0.0028	-0.0005
O	4.0878	2.1097	17.5457	-0.0015	-0.0004	-0.0043
O	-6.0446	4.8829	18.7608	-0.0008	-0.0003	-0.0034
O	0.3275	-2.7894	10.2018	0.0004	0.0008	-0.0014
O	-1.3282	4.4322	10.4552	0.0054	-0.0014	-0.002
O	2.6522	2.3516	22.7507	-0.0014	-0.0054	0.0013
O	8.6144	3.0537	11.9746	0.0027	-0.0022	-0.0045
O	3.8148	6.7915	18.2694	-0.0012	-0.0005	-0.0022
O	4.0834	11.9218	12.1357	-0.0014	0.002	-0.0036
O	4.013	8.0112	9.8748	0.0021	-0.0049	0.0008
O	9.3076	2.7374	20.1561	-0.0008	-0.0022	-0.0011
O	0.1533	0.3664	18.987	0.0007	-0.0013	-0.0032
O	-3.3465	8.5901	16.437	0	-0.0017	-0.0017
O	0.4281	5.8167	14.4778	0.0068	-0.0022	0.001
O	-5.1792	4.91	21.2455	-0.0005	0.0008	-0.0031
O	1.6928	6.2198	16.7937	0.0008	-0.0021	-0.0028
O	1.4827	6.3358	19.4497	0.0008	-0.0006	-0.0052
O	-0.6834	7.3417	12.6361	0.0044	0.0001	-0.0078
O	1.1777	3.6465	9.7324	-0.0084	0.0217	-0.0204
O	1.6973	8.3282	21.2065	-0.0005	0.0022	-0.0026
O	-7.843	9.1284	13.8856	0.0001	0.0008	-0.003

Results
free energy: -170023.342 eV
free energy less fixed offsets of As -4856.12, O -568.88, Si -635.61 eV per atom: 0.318 eV

The program warned: the cutoff lies below the one the program advises for these potential files; the forces do not sum to zero within the program's tolerance; the exchange-correlation potential is rough where the density is thin.
